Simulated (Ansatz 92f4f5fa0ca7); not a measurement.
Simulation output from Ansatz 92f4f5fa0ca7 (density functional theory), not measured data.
Periodic cell of 473 atoms, Si304O169, from a study of silicon, its oxide and their interface. The atomic structure is a simulated model.
Doubt: the cutoff is far below the 930 eV that the study's wrapper takes by default for these files, so forces and energies are approximate.
This geometry differs little from another in the collection (a relaxation step or a small displacement).

Settings: functional PBE; potential files Ansatz PAW; basis plane waves; wave-function cutoff 580 eV; density cutoff ratio 5; exchange-correlation grid ratio 1; k mesh 1 x 1 x 1, Gamma-centred; self-consistency stop 5e-08 eV per atom in the density residual; occupations fixed; spin none; net charge 0.

Cell vectors (angstrom)
a	15.4691	0	0
b	0	15.4691	0
c	1.9714	-1.9706	35.3598

Atoms and the computed forces on them: element, x, y, z (angstrom), force x, y, z (eV/angstrom)
Si	2.3353	-2.011	25.3101	0.064	-0.0177	0.0537
Si	2.6618	1.8043	25.3776	0.019	-0.0205	-0.0469
Si	1.2645	-9.7851	24.9765	-0.0041	0.0023	-0.0075
Si	2.3964	-5.9149	25.1315	0.1033	0.0409	-0.0029
Si	5.4531	-1.9829	25.2992	-0.0816	-0.0352	0.0535
Si	5.7741	-0.0484	26.6048	-0.0147	0.0414	-0.0143
Si	6.576	-9.7878	25.1962	0.0409	0.0156	0.0084
Si	5.5901	-5.8901	25.0012	-0.0657	0.0188	0.0637
Si	10.417	-1.7467	25.0284	0.0087	0.0392	0.0058
Si	10.3999	2.0178	25.4369	-0.0695	0.0006	0.0949
Si	8.9952	-9.7799	25.2853	-0.0111	0.0001	0.089
Si	9.9241	-5.6932	25.0951	0.1243	0.0028	0.0382
Si	-2.6038	-1.8858	25.1154	0.0042	-0.0217	-0.0659
Si	-2.6438	1.9865	25.1606	0.0647	0.0169	0.0039
Si	-1.1993	-9.7145	25.155	-0.0717	-0.0429	-0.0041
Si	-2.3612	-5.8586	25.1208	-0.1008	0.0156	0.0005
Si	2.0411	-0.0778	26.6362	0.0336	-0.0054	-0.0096
Si	1.9274	3.8335	26.3973	0.035	0.0108	-0.0118
Si	1.9467	-7.888	26.3412	0.0654	-0.0305	-0.0114
Si	2.0311	-3.9984	26.5211	0.0668	0.0063	0.0069
Si	5.0952	1.9012	25.4788	-0.0322	-0.0229	0.0188
Si	5.8319	3.8469	26.5528	0.0583	0.0309	-0.0199
Si	5.8951	-7.8241	26.3735	0.0091	-0.0152	-0.0299
Si	5.8206	-3.9826	26.4742	-0.0714	0.0029	-0.016
Si	9.8393	0.0112	26.5302	0.0678	0.0058	-0.0899
Si	9.705	3.8981	26.664	0.0365	0.0062	-0.1328
Si	9.6257	-7.7412	26.368	0.0136	0.0232	-0.0517
Si	9.7645	-3.7108	26.3621	-0.0051	-0.0173	0.03
Si	-1.9918	0.0283	26.3873	-0.0179	-0.0257	0.0199
Si	-1.9001	3.8606	26.4606	-0.0057	0.0456	-0.0826
Si	-1.8739	-7.7922	26.4124	-0.0264	-0.0147	-0.0261
Si	-1.981	-3.8524	26.3659	-0.0261	0.022	0.0105
Si	-0.0187	-0.0246	27.7731	0.0116	0.0051	0.0046
Si	0.0276	3.7411	27.8175	0.0321	-0.0151	0.0515
Si	0.0531	-7.7311	27.7827	-0.0132	0.0133	0.0783
Si	-0.0017	-3.915	27.7464	0.0135	-0.008	-0.0278
Si	3.9188	-0.1064	28.0485	-0.0118	-0.0239	-0.0585
Si	3.8562	3.9322	27.8405	-0.0542	-0.033	0.0089
Si	3.9119	-7.8794	27.7349	-0.0305	0.0134	0.0109
Si	3.9308	-3.9846	27.9312	-0.0001	0.03	-0.1519
Si	7.8149	-0.0208	27.7995	-0.041	0.0126	0.0387
Si	7.7532	3.7557	27.9398	-0.0847	0.0046	0.0416
Si	7.7682	-7.7131	27.8264	-0.0301	-0.0168	-0.0084
Si	7.8066	-3.8539	27.7523	0.0187	-0.0195	-0.0391
Si	11.6943	-0.0104	27.9485	-0.0204	-0.0072	0.0074
Si	11.6854	3.9803	27.9087	0.0023	-0.0188	0.0487
Si	11.6095	-7.8073	27.7493	-0.01	0.0216	-0.0174
Si	11.6276	-3.8506	27.842	-0.0006	-0.0233	-0.0801
Si	0.0153	-1.9795	29.1378	-0.008	-0.0088	0.0006
Si	0.0275	1.8584	29.2209	-0.0001	0.0024	-0.0164
Si	0.032	-9.7137	29.1313	-0.0151	0.0013	-0.0011
Si	0.0257	-5.8223	29.1778	0.0004	0.0221	-0.0037
Si	3.9165	-2.0569	29.3149	-0.0053	-0.011	0.0209
Si	3.8931	1.9372	29.2097	0.0097	0.0368	0.0286
Si	3.8888	-9.6864	29.2525	0.0051	0.0206	-0.0039
Si	3.9037	-5.9442	29.184	0.0092	-0.0396	0.0211
Si	7.7802	-1.9583	29.1681	0.0052	-0.0108	0.0036
Si	7.7766	1.846	29.2671	0.0029	-0.0186	-0.0064
Si	7.7629	-9.685	29.1842	0.0146	-0.0054	0.01
Si	7.7938	-5.7845	29.1767	0.0109	0.0127	0.0055
Si	11.6596	-1.9633	29.2558	0.0071	0.0089	0.037
Si	11.6622	1.9692	29.2171	-0.0045	0.0185	0.019
Si	11.6394	-9.6178	29.2722	0.0191	0.0156	0.006
Si	11.6258	-5.8434	29.1337	-0.0006	-0.0035	0.0115
Si	1.9345	-1.9823	30.5729	-0.0122	0.0157	0.0107
Si	1.9672	1.8969	30.5775	-0.0003	-0.006	0.0083
Si	1.9368	-9.6956	30.5674	-0.0093	-0.0117	0.0052
Si	1.9666	-5.8441	30.5563	0.0062	-0.0128	0.0097
Si	5.8748	-1.9783	30.5937	0.0152	0.0094	0.0115
Si	5.8234	1.8955	30.5854	-0.0067	0.0077	0.0183
Si	5.8451	-9.6989	30.5766	-0.0107	-0.0039	0.0085
Si	5.848	-5.8432	30.5516	-0.0157	-0.0092	0.0051
Si	9.6998	-1.9719	30.5718	-0.0056	0.0106	0.0014
Si	9.7268	1.9	30.5869	0.003	0.0021	0.0029
Si	9.6833	-9.6945	30.5807	-0.0112	-0.0095	0.0127
Si	9.7168	-5.838	30.5542	-0.001	-0.01	0.0082
Si	13.5952	-1.9789	30.5803	0.0121	0.0081	0.013
Si	13.5752	1.9032	30.5895	0.01	0.0045	0.005
Si	13.6	-9.6877	30.571	0.0111	-0.0025	0.0144
Si	13.5545	-5.8412	30.5437	-0.0016	-0.0143	0.0065
Si	0	1.9336	2.0503	0.2849	-0.2009	-0.4069
Si	0	5.8008	2.0503	0.0857	0.2043	-0.5786
Si	0	-5.8008	2.0503	0.1664	0.0903	-0.1429
Si	0	-1.9336	2.0503	0.3384	-0.089	-0.3359
Si	3.8672	1.9336	2.0503	-0.0603	-0.0156	-0.0161
Si	3.8672	5.8008	2.0503	0.0847	0.0925	0.1674
Si	3.8672	-5.8008	2.0503	-0.0955	0.0722	0.0619
Si	3.8672	-1.9336	2.0503	0.0201	-0.0734	0.2616
Si	7.7343	1.9336	2.0503	0.2508	0.0461	0.1265
Si	7.7343	5.8008	2.0503	-0.0755	0.1112	0.3037
Si	7.7343	-5.8008	2.0503	0.2833	-0.0245	0.2515
Si	7.7343	-1.9336	2.0503	0.0596	-0.0933	0.2398
Si	11.6015	1.9336	2.0503	-0.4232	-0.052	-0.0732
Si	11.6015	5.8008	2.0503	-0.2616	-0.0092	-0.3464
Si	11.6015	-5.8008	2.0503	-0.4117	0.0617	0.0115
Si	11.6015	-1.9336	2.0503	-0.2452	-0.0337	-0.1306
Si	-1.9297	1.9087	3.3255	-0.0054	-0.016	0.0023
Si	-1.9348	5.8423	3.3261	-0.0271	0.0109	-0.0144
Si	-1.9445	-5.8038	3.3578	-0.0025	-0.0087	-0.0067
Si	-1.9199	-1.9632	3.3322	-0.0441	0.0168	-0.0006
Si	1.931	1.8993	3.4196	-0.0099	0.0094	0.0041
Si	1.908	5.8223	3.3887	0.0061	0.0025	0.0033
Si	1.9305	-5.763	3.4355	-0.009	-0.0201	0.0085
Si	1.9253	-1.9514	3.4403	0.0135	0.0042	0.0136
Si	5.8086	1.9645	3.3935	0.0002	-0.0309	0.0041
Si	5.7966	5.828	3.4737	0.0023	0.047	-0.03
Si	5.806	-5.7938	3.3999	-0.0019	0.0189	-0.0148
Si	5.8101	-1.9458	3.4492	0.0047	-0.0013	-0.0052
Si	9.6607	1.9194	3.4933	-0.01	-0.0099	-0.0304
Si	9.6762	5.7949	3.4344	0.0145	-0.0145	-0.032
Si	9.6691	-5.7965	3.5071	0.0244	-0.0023	-0.0203
Si	9.6733	-1.9312	3.4556	0.0183	0.0147	-0.0108
Si	-1.914	-0.0369	4.6272	0.0287	0.0128	-0.0479
Si	-1.9271	3.8844	4.5504	0.1221	0.0038	-0.0212
Si	-2.0138	-7.727	4.6919	-0.006	-0.0087	0.0428
Si	-1.9132	-3.8752	4.6695	0.0366	-0.0124	-0.0765
Si	1.9583	-0.0328	4.8251	0.0169	0.0011	-0.029
Si	1.854	3.8759	4.7023	0.0232	-0.0007	0.0027
Si	1.846	-7.7164	4.7524	0.029	-0.0041	0.0197
Si	1.9546	-3.8559	4.8796	0.039	0.0057	-0.0604
Si	5.8566	0.0457	4.7542	-0.0246	0.0305	-0.0299
Si	5.7584	3.8536	4.8095	0.002	0.005	0.019
Si	5.7648	-7.6467	4.8395	0.1062	-0.0554	0.0639
Si	5.8236	-3.9185	4.8233	-0.0379	-0.0153	-0.0789
Si	9.6546	-0.0394	4.902	0.0171	-0.0217	-0.0353
Si	9.6372	3.8944	4.8467	0.0064	0.0137	0.0039
Si	9.7038	-7.7881	4.8676	-0.0376	-0.0004	0.0818
Si	9.6994	-3.8197	4.902	-0.0017	0.009	-0.0213
Si	-0.0573	-0.0062	6.0687	-0.0235	0.0634	0.0581
Si	-0.0983	3.8713	6.0205	-0.0501	-0.0344	0.014
Si	-0.1296	-7.7192	6.0662	-0.024	0.0178	0.0064
Si	-0.0687	-3.9064	6.1275	-0.0458	-0.0385	0.0807
Si	3.9593	-0.0413	6.1266	0.0434	-0.0466	-0.0301
Si	3.7241	3.8563	6.07	-0.0031	-0.0566	0.0201
Si	3.633	-5.7852	7.6167	-0.0316	-0.0719	0.0379
Si	3.9297	-3.859	6.248	0.0054	-0.0228	-0.005
Si	7.6777	-0.0196	6.2792	-0.0186	0.0447	0.0544
Si	7.6761	3.8714	6.2434	-0.0122	-0.0723	0.0532
Si	7.7536	-7.8424	6.2254	-0.1203	0.0068	0.0162
Si	7.7167	-3.7338	6.2509	0.0056	-0.0369	0.0485
Si	-3.7445	-0.049	6.0882	0.0095	-0.0005	0.0331
Si	-3.7359	3.8913	5.967	-0.0542	0.0034	0.0959
Si	-3.7877	-7.762	6.2722	-0.0012	-0.0011	-0.0617
Si	-3.7229	-3.8457	6.1508	-0.0195	0.048	0.0672
Si	-0.7458	1.9423	7.2324	0.1214	-0.025	0.0158
Si	-0.5728	5.7993	7.3009	0.0143	0.0283	0.0312
Si	-0.7459	-5.8491	7.3895	0.0295	-0.0253	0.018
Si	-0.6046	-1.9339	7.2889	-0.0195	-0.0163	-0.0144
Si	3.5771	1.8928	7.3836	-0.0691	0.1033	0.135
Si	3.7332	-7.661	6.1249	-0.0046	0.0428	0.0067
Si	3.9806	5.8249	7.356	0.0342	0.0224	-0.0002
Si	4.6277	-1.9168	7.4162	-0.0899	0.0323	0.0528
Si	7.9545	1.9459	7.5769	-0.1937	0.0053	0.0016
Si	7.1728	5.7746	7.5784	0.0309	0.0977	-0.0844
Si	8.1455	-5.2134	8.0056	0.1358	-0.0734	0.0577
Si	7.0027	-1.9137	7.5787	0.1021	0.0053	0.0285
Si	-3.1025	1.9468	7.1249	-0.041	0.0374	-0.0622
Si	-3.1677	-5.7542	7.4341	-0.0046	0.034	0.0315
Si	-3.0069	-1.9093	7.3883	-0.0253	-0.054	0.0637
Si	-3.0269	5.6927	7.3476	0.043	-0.0238	-0.0104
Si	-4.562	2.1553	8.864	-0.0758	-0.0339	0.0504
Si	1.9714	-3.9042	31.941	-0.099	-0.1084	-0.0318
Si	1.9714	-0.037	31.941	-0.0131	-0.0576	-0.0355
Si	1.9714	-11.6385	31.941	-0.1123	0.0716	-0.0444
Si	1.9714	-7.7713	31.941	-0.2079	0.0514	-0.0082
Si	5.8385	-3.9042	31.941	0.0642	-0.1636	0.0175
Si	5.8385	-0.037	31.941	-0.0791	-0.0131	0.0869
Si	5.8385	-11.6385	31.941	0.0729	0.0405	0.0258
Si	5.8385	-7.7713	31.941	0.1349	0.0709	-0.0117
Si	9.7057	-3.9042	31.941	0.0325	-0.0543	-0.0722
Si	9.7057	-0.037	31.941	0.069	-0.035	0.0288
Si	9.7057	-11.6385	31.941	-0.0366	0.0646	0.0399
Si	9.7057	-7.7713	31.941	-0.0686	0.1059	0.0058
Si	13.5729	-3.9042	31.941	0.0369	-0.1347	-0.0612
Si	13.5729	-0.037	31.941	0.035	-0.0364	0.0219
Si	13.5729	-11.6385	31.941	0.0791	0.1428	0.0065
Si	13.5729	-7.7713	31.941	0.1135	0.119	-0.0198
Si	3.905	-3.9042	33.3083	0.0243	0.0579	-0.0219
Si	3.905	-0.037	33.3083	0.0389	-0.0953	0.0043
Si	3.905	-11.6385	33.3083	0.0207	0.0257	-0.0156
Si	3.905	-7.7713	33.3083	0.0463	0.0218	-0.0484
Si	7.7721	-3.9042	33.3083	0.0008	-0.1089	0.0027
Si	7.7721	-0.037	33.3083	-0.0006	0.0652	-0.0026
Si	7.7721	-11.6385	33.3083	0.0065	0.0069	0.0208
Si	7.7721	-7.7713	33.3083	-0.0021	0.0327	0.013
Si	11.6393	-3.9042	33.3083	-0.0252	0.0141	-0.0092
Si	11.6393	-0.037	33.3083	-0.035	-0.0692	0.0178
Si	11.6393	-11.6385	33.3083	-0.0124	0.0405	-0.0029
Si	11.6393	-7.7713	33.3083	-0.0255	-0.0142	-0.022
Si	0.0378	-3.9042	33.3083	-0.0226	-0.1285	0.009
Si	0.0378	-0.037	33.3083	-0.01	0.0363	0.009
Si	0.0378	-11.6385	33.3083	-0.0098	0.0338	0.0325
Si	0.0378	-7.7713	33.3083	-0.0117	0.0846	0.0283
Si	3.905	-1.9706	34.6755	-0.0502	-0.0104	-0.0017
Si	3.905	1.8966	34.6755	-0.0278	0.0248	-0.0162
Si	3.905	-9.7049	34.6755	-0.0369	0.0136	-0.0141
Si	3.905	-5.8377	34.6755	-0.04	-0.0175	-0.0136
Si	7.7721	-1.9706	34.6755	-0.0095	-0.0151	0.0012
Si	7.7721	1.8966	34.6755	-0.002	0.002	0.0185
Si	7.7721	-9.7049	34.6755	0.011	0.0284	0.0152
Si	7.7721	-5.8377	34.6755	-0.0009	-0.0154	0.0272
Si	11.6393	-1.9706	34.6755	0.0393	-0.0127	-0.0079
Si	11.6393	1.8966	34.6755	0.0305	0.0361	-0.0216
Si	11.6393	-9.7049	34.6755	0.0285	-0.0023	-0.0115
Si	11.6393	-5.8377	34.6755	0.0323	-0.0043	-0.0169
Si	0.0378	-1.9706	34.6755	0.0158	-0.0099	-0.0104
Si	0.0378	1.8966	34.6755	-0.0027	-0.0382	0.0077
Si	0.0378	-9.7049	34.6755	0.0014	0.0432	0.0093
Si	0.0378	-5.8377	34.6755	0.0121	0.0013	0.0189
Si	0	0	0.683	0.1021	0.0168	-0.0319
Si	0	3.8672	0.683	0.0396	0.0133	0.0035
Si	0	-7.7343	0.683	0.1072	-0.0334	-0.0417
Si	0	-3.8672	0.683	0.0317	0.0178	-0.0282
Si	3.8672	0	0.683	0.0015	0.0139	0.0044
Si	3.8672	3.8672	0.683	-0.009	-0.0175	0.0117
Si	3.8672	-7.7343	0.683	-0.0028	-0.0086	-0.0012
Si	3.8672	-3.8672	0.683	-0.0001	-0.0073	-0.0132
Si	7.7343	0	0.683	0.0199	0.0022	0.0202
Si	7.7343	3.8672	0.683	0.058	-0.0226	0.0185
Si	7.7343	-7.7343	0.683	0.0407	-0.0124	0.0128
Si	7.7343	-3.8672	0.683	0.0668	0.004	0.0077
Si	11.6015	0	0.683	-0.1147	-0.0073	-0.0074
Si	11.6015	3.8672	0.683	-0.1	0.0308	-0.0066
Si	11.6015	-7.7343	0.683	-0.1603	-0.0301	-0.0153
Si	11.6015	-3.8672	0.683	-0.1274	0.0113	-0.0176
Si	-1.6402	-2.4525	22.0974	-0.014	0.0003	-0.0164
Si	-1.8473	2.2806	22.9045	-0.0225	0.0691	-0.073
Si	-2.3181	-10.1348	23.1293	-0.0702	-0.1376	0.032
Si	-1.5914	-5.5047	22.1456	-0.0158	0.0258	-0.0717
Si	1.449	-2.4366	22.4137	0.0012	-0.0022	-0.067
Si	2.4077	-9.6797	19.8266	0.0111	-0.0138	0.0112
Si	2.1209	-10.4127	22.7627	0.0355	-0.0303	0.0057
Si	1.4553	-5.4542	22.2309	0.0168	0.029	-0.0261
Si	6.9738	-2.2044	22.4916	-0.0026	0.0357	-0.0314
Si	6.053	1.8943	23.3996	0.0181	0	-0.014
Si	5.3232	-10.6628	22.488	0.0084	-0.0215	-0.0089
Si	7.7489	-5.2759	22.7368	0.0164	-0.0136	0.0327
Si	9.8198	-0.9274	22.7675	0.0309	0.0362	0.0411
Si	9.3034	2.0359	23.4094	0.0148	0.0128	-0.026
Si	9.919	-10.3914	23.2262	0.1636	-0.0928	-0.0251
Si	8.2137	-6.4562	19.7801	0.0043	-0.0167	-0.0104
Si	-5.0592	-7.9364	10.9383	-0.0098	0.068	-0.0216
Si	8.6522	1.9051	12.6487	-0.015	0.0199	0.0631
Si	-4.4467	-5.1989	9.3637	-0.0601	-0.0097	0.0128
Si	-3.5332	-2.3975	10.5314	-0.01	-0.0654	0.0088
Si	1.2476	2.1994	9.3304	0.0331	-0.0236	-0.0187
Si	1.6597	5.3741	9.4239	0.0056	-0.0049	0.0238
Si	1.0732	-5.2556	9.6383	-0.006	0.0484	-0.0057
Si	0.5349	-2.1323	9.3197	0.047	-0.0059	0.0866
Si	5.6912	2.1958	9.7624	0.0251	-0.0161	-0.0513
Si	6.4873	4.1236	11.8929	-0.0401	-0.0191	0.0368
Si	5.9188	-6.1161	9.826	0.0043	0.0258	-0.0027
Si	7.602	-1.7068	9.937	-0.0448	0.0491	0.0899
Si	-5.43	-0.1473	10.6567	-0.0206	-0.0064	0.0541
Si	-3.7683	5.0518	9.4801	-0.0314	-0.0074	0.0396
Si	7.1578	-2.9127	12.6567	-0.0138	0.0281	-0.0331
Si	5.5995	-2.7754	17.1232	0.0044	-0.0162	0.0166
Si	5.2569	0.2805	10.9958	0.0023	-0.0736	0.0228
Si	6.2303	-9.8703	16.7636	0.0068	-0.0315	0.0156
Si	1.2051	4.9066	12.2188	0.0005	-0.0397	0.0664
Si	1.479	1.9762	12.3779	-0.0341	0.0451	0.0728
Si	10.1756	-0.5138	16.2333	-0.0153	0.0182	0.0008
Si	-5.0669	3.7467	14.2486	0.0058	0.0097	0.0292
Si	0.9702	-0.5369	17.8487	0.0176	0.0027	0.0305
Si	-1.4489	-8.2469	17.8781	-0.0072	-0.0067	0.0309
Si	-0.6159	-3.1347	17.0015	0.0254	0.0151	-0.0072
Si	-1.5572	1.5396	12.9664	0.0312	-0.0083	0.0251
Si	1.808	-5.2332	12.6475	0.0217	0.0435	0.0684
Si	7.5081	-8.7497	10.487	0.0234	-0.0018	0.0461
Si	-3.7053	-9.1415	13.4092	-0.0117	-0.0272	0.0073
Si	-3.787	-2.9028	17.5965	-0.0179	0.0185	0.0307
Si	5.3763	-5.5221	18.6023	-0.0079	-0.0056	0.0156
Si	2.0307	5.5059	15.0383	-0.0181	-0.0142	0.0076
Si	11.2549	-8.1134	16.3331	0.0075	-0.0409	-0.0031
Si	-1.0197	-1.2711	11.8325	-0.0108	0.012	-0.0057
Si	2.503	-0.1109	20.6377	0.0321	-0.026	-0.0334
Si	-1.8816	4.4476	11.9554	0.0118	-0.0126	0.0483
Si	3.6203	-1.8076	9.5181	0.0108	0.0075	-0.0152
Si	3.0675	-1.3821	15.6895	-0.0232	0.0065	0.0043
Si	2.4848	-6.9138	15.0769	-0.0059	-0.0159	0.0015
Si	7.3804	-4.5789	15.2005	-0.0005	0.0146	-0.0062
Si	0.7626	-5.9581	17.4962	0.0109	-0.0168	0.0129
Si	1.2608	1.9778	22.5825	0.0187	0.0096	0.0209
Si	9.7413	3.4672	19.2771	-0.0056	-0.0052	-0.0012
Si	0.6116	-2.7503	14.1307	0.0085	0.0064	-0.0028
Si	2.8093	-6.6469	19.8227	0.007	0.007	-0.0062
Si	6.9452	1.9751	19.318	-0.0084	-0.0018	0.0133
Si	4.4893	-4.0519	11.647	-0.0126	0.0532	-0.0086
Si	7.3233	-0.2686	17.2372	0.0009	0.0301	0.007
Si	9.7798	-5.4129	17.2014	-0.0056	-0.0083	0.0393
Si	-3.156	1.8114	15.6111	0.0036	0.0029	-0.0177
Si	-3.7586	-1.3526	20.3182	-0.0118	0.0248	0.0156
Si	4.028	0.9118	13.8092	-0.0347	0.0252	-0.0165
Si	-3.2318	1.6306	20.1744	-0.013	0.0165	0.0172
Si	5.1705	-10.8204	19.5246	-0.0106	-0.0302	-0.0307
Si	9.2767	-10.616	16.676	0.0045	-0.0212	0.0159
Si	0.3501	-10.654	17.5762	0.0183	-0.0041	0.0151
Si	-1.0159	1.9984	17.9729	-0.0184	-0.0093	0.0103
Si	9.7945	-9.0166	20.5173	0.0365	-0.0153	-0.0353
Si	7.883	-0.3337	14.3627	0.0095	0.0091	-0.0036
Si	5.4982	-0.0554	21.1742	-0.0034	0.066	-0.0316
Si	5.4422	-6.9181	15.7922	-0.0117	0.0069	0.0287
Si	-2.6336	-8.044	20.7552	-0.0183	-0.0146	-0.0037
Si	4.7979	3.8666	14.6197	0.0095	0.0052	-0.0142
O	-2.1879	-3.9924	22.0152	-0.0206	-0.0079	0.0261
O	-2.0237	-1.8131	23.5494	-0.0224	-0.0062	0.0783
O	-0.3335	1.6461	22.7594	-0.0029	-0.0074	0.0253
O	-0.0523	-5.5384	21.613	-0.0037	-0.0079	0.0234
O	-1.5292	-5.9578	23.7093	-0.003	-0.0177	0.0562
O	3.893	-1.9666	24.739	-0.0187	0.0024	0.0221
O	1.3415	-2.0733	23.9991	0.0095	0.0167	0.0096
O	2.1197	1.4251	23.8499	-0.0198	0.0416	0.0094
O	3.7551	-10.494	22.9259	-0.0103	-0.0293	0.0022
O	1.4389	-5.9193	23.7921	0.0216	-0.026	0.043
O	3.9778	-5.8985	24.5904	-0.0383	0.0021	0.042
O	6.4313	-2.0105	24.0006	0.0145	0.0101	-0.0298
O	7.6859	1.7801	23.5043	0.007	0.0043	0.0584
O	6.1937	-9.7998	23.5643	-0.0259	-0.0434	0.0029
O	8.2074	-5.9943	21.3475	-0.0147	-0.0038	0.0323
O	11.5486	-10.3058	23.474	0.0372	-0.052	-0.0905
O	11.5135	-5.8548	24.6428	-0.0135	-0.019	0.035
O	8.1304	-6.7453	7.4307	-0.008	0.012	-0.0536
O	-0.3018	2.02	8.8482	-0.039	-0.0045	-0.031
O	0.2507	-9.5841	8.7645	-0.0249	-0.007	-0.029
O	-0.1917	-6.0461	8.9662	-0.0147	0.028	-0.0443
O	2.1652	1.4894	8.1721	-0.0084	-0.0012	-0.0464
O	7.1426	2.0297	9.0171	0.0102	0.0073	-0.0611
O	2.9542	-9.4988	8.6424	0.0006	0.002	-0.0067
O	2.3415	-5.4923	8.62	0.004	0.0071	-0.0134
O	4.8874	-6.2192	8.5774	0.0009	-0.0017	0.0144
O	2.0688	-1.6575	9.0465	-0.0138	0.0024	-0.06
O	9.5264	1.9119	8.0177	0.0924	-0.0007	0.0255
O	7.8755	-9.5029	9.0687	-0.0005	-0.0144	0.0506
O	7.1631	-5.1884	9.3221	-0.0306	0.0267	-0.0395
O	9.6118	-4.7787	8.615	-0.0164	-0.0078	-0.0629
O	-4.4414	0.9505	9.9736	0.0031	0.0536	-0.0724
O	-2.5358	4.8336	10.5262	-0.0013	0	-0.0326
O	-2.1784	-2.3726	11.4534	-0.0055	0.0021	-0.0123
O	7.8249	-2.8646	11.1336	0.0013	-0.02	-0.0275
O	-0.2853	4.4877	11.7568	0.0131	0.0081	-0.0276
O	-2.8514	1.6466	21.7687	0.0235	-0.007	0.0198
O	-1.7404	-11.5751	22.5714	-0.0531	0.1163	0.1065
O	-1.8313	1.8825	19.3788	0.0135	0.0013	0.002
O	8.6744	-4.7629	16.1819	0.0022	-0.0014	-0.0119
O	11.1086	2.7519	19.798	0.0046	-0.0138	0.0124
O	5.7226	-11.1665	15.8993	0.0032	0.0079	0.0048
O	11.0853	-1.8194	16.5358	0.0059	-0.0142	-0.0117
O	2.3867	-6.4698	21.3826	0.0056	0.0045	0.0211
O	1.8176	-9.6063	21.36	-0.0014	0.0061	0.0055
O	8.6958	-8.0251	19.8265	-0.0126	0.0071	0.0138
O	2.049	-3.9304	22.1456	0.0145	-0.0091	0.0281
O	1.7458	-0.4619	19.2623	0.0048	0.0031	0.0304
O	5.6596	-10.1628	20.9579	-0.0061	-0.0088	0.0512
O	5.6022	4.2101	13.2476	0.0093	-0.0019	-0.0243
O	10.7333	-1.6112	21.5974	0.0003	-0.0114	-0.0145
O	9.9368	0.7235	22.6165	0.0029	-0.0204	0.0254
O	9.562	3.5241	22.6997	-0.0079	0.1139	0.0743
O	6.3633	-7.6137	10.2606	-0.027	-0.0022	-0.0136
O	-0.0254	-4.5451	17.5396	-0.0062	0.0001	0.0016
O	1.7131	3.7518	9.3492	-0.0189	-0.0006	0.003
O	1.1926	5.6701	13.6447	0.0079	-0.0005	-0.0131
O	0.7774	-4.1194	13.2538	0.0107	-0.0296	-0.0207
O	0.63	-3.6962	9.7953	-0.0207	-0.0394	-0.041
O	-0.0214	-1.2117	10.5468	-0.0202	-0.0041	-0.0023
O	3.9125	-0.4928	10.4587	0.0065	0.0146	-0.0135
O	1.8286	-6.5374	13.6305	0.0051	0.0036	-0.0157
O	5.2265	-5.3923	11.0979	0.0013	-0.0277	-0.0145
O	3.8887	-3.1728	10.3998	0.0303	-0.0334	0.0085
O	-4.6514	3.6552	9.5409	0.0437	-0.0041	-0.035
O	8.7987	-8.0039	11.1566	0.025	-0.0201	-0.0449
O	8.9696	-0.4064	17.3627	0.0066	-0.0112	0.0005
O	0.0451	1.8361	13.1527	-0.0001	-0.0093	-0.0198
O	-4.7601	5.0874	13.3893	-0.0079	-0.006	-0.0065
O	3.2753	-4.5181	12.6113	-0.0241	-0.011	-0.0174
O	1.6207	-6.0894	18.867	-0.0065	0.0048	0.0054
O	2.0829	-2.2545	14.6898	0.0064	-0.0002	0.0029
O	6.9177	-0.2859	15.6644	-0.0003	-0.002	-0.0154
O	9.4854	-9.2699	22.1051	-0.0077	-0.0161	0.0198
O	0.1412	-1.9307	17.7869	-0.0152	-0.0174	0.0028
O	6.7113	-6.2088	19.2219	0.0096	0.002	0.005
O	-3.6655	-8.3321	14.812	0.0045	0.0194	0.0037
O	5.0876	0.5984	12.5961	-0.0087	0.0093	0.041
O	-3.3544	-1.8028	9.0161	0.0156	0.0133	-0.0143
O	5.5528	-9.8729	18.2529	0	0.0135	0.0149
O	-2.1962	-3.0532	17.3402	-0.0046	-0.0057	-0.0003
O	2.094	-0.505	16.6674	0.0061	0.0035	-0.0148
O	4.1583	-5.7652	19.6384	-0.0136	-0.0015	0.0063
O	11.1509	0.7986	16.159	-0.0037	-0.016	0.0014
O	2.0388	3.5126	12.4269	-0.0017	0.0177	-0.038
O	-2.268	2.9007	12.3675	-0.0119	0.017	-0.0208
O	8.9975	-0.8885	9.6289	0.0164	0.0071	-0.0348
O	11.6065	0.1784	19.7649	-0.0089	-0.0114	0.0012
O	5.927	-1.6307	21.3639	0.0167	-0.0301	0.04
O	2.2368	-8.4448	15.5686	0.0052	0.0135	0.0027
O	6.4696	-5.8958	23.5817	0.0233	0.0069	-0.0226
O	1.4602	3.5843	22.4954	0.029	-0.0032	0.0143
O	8.4073	2.6127	19.6832	0.0029	-0.005	0.0117
O	9.1499	4.1587	15.2053	0.0027	0.001	-0.0028
O	11.3643	-2.3911	19.1172	-0.0019	-0.0188	-0.0131
O	4.1139	-2.3054	16.5748	0.0087	-0.0095	0.0026
O	1.7944	-5.9708	16.2218	-0.0001	0.0087	-0.0035
O	1.8327	1.2486	21.2439	-0.0186	0.0203	0.054
O	6.9193	1.1705	17.8929	0.0012	-0.0103	-0.0159
O	1.382	-5.7694	11.1584	-0.0044	-0.0189	-0.0406
O	2.536	1.0482	13.1689	0.0107	-0.0156	-0.0226
O	6.9911	5.6281	11.5752	0.01	0.0323	-0.0442
O	-2.3023	1.1731	14.3715	-0.0147	-0.0048	0.0001
O	-2.5378	-6.4934	21.2638	0.0068	0.0164	0.0354
O	6.6463	0.8255	20.4282	-0.0196	-0.0313	0.0189
O	4.1002	0.0854	20.3487	0.0015	0.0029	0.0438
O	9.1026	0.6839	11.6867	0.0102	-0.0092	-0.0238
O	9.6911	-10.4769	19.8281	-0.0012	0.0098	0.0165
O	6.5065	-0.7141	10.6545	0.0298	-0.0498	-0.0529
O	-0.976	-9.7227	17.3582	0.0006	0.0003	-0.0143
O	7.7678	1.191	13.8028	0.0094	-0.0083	-0.0208
O	3.5299	-10.8674	19.6306	0.0053	0.0077	0.0033
O	7.3766	-1.4493	13.3204	-0.0103	-0.0041	0.008
O	3.9823	-0.3543	14.8218	0.016	-0.0102	0.0012
O	1.3889	1.5334	10.807	0.0122	-0.0053	-0.0332
O	-0.066	0.7073	17.7027	-0.0084	0.0067	-0.0065
O	2.394	-1.3564	21.6735	-0.0027	-0.0142	0.0304
O	-5.4522	2.5485	13.2379	0.0021	-0.0185	-0.027
O	5.3715	0.5949	22.67	-0.0002	-0.0383	-0.037
O	9.1972	-5.6762	18.7191	0.0041	0.001	-0.011
O	5.5446	-3.1684	12.5145	0.0015	-0.012	0.0071
O	9.7298	3.6281	17.6548	-0.0004	0.0009	0.0017
O	-2.1185	-9.0269	21.9492	-0.0121	-0.0165	0.0193
O	5.5858	3.5716	10.646	0.0094	0.0512	0.0069
O	7.7559	3.0928	12.0006	0.0314	-0.0284	-0.0252
O	-0.0744	3.3185	18.0252	0.0086	0.0104	-0.0017
O	9.4301	-0.6839	14.7849	0.0004	-0.0087	-0.0008
O	11.0026	-4.3574	17.3625	0.006	-0.0008	-0.011
O	-4.1919	-8.0565	12.306	-0.0104	0.0055	-0.0092
O	-2.2718	5.6094	13.0546	-0.0039	-0.0037	-0.012
O	-2.246	-1.5941	20.8602	0.026	-0.0139	0.0292
O	5.7098	3.2241	22.5062	-0.0325	0.0911	0.0298
O	-0.051	-2.3779	21.8215	-0.0068	0.0087	0.0218
O	3.0854	-8.2254	19.5083	-0.0064	0.0084	0.0048
O	-4.7027	-9.1762	9.956	-0.0018	-0.0125	-0.0143
O	-1.6975	0.2107	12.0236	-0.0071	0.004	-0.017
O	-0.1521	-1.6632	13.1646	0.008	-0.0104	0.0019
O	1.8029	5.8175	10.9998	0.0031	0.0057	-0.0528
O	9.046	-5.4088	23.7251	-0.0273	-0.0047	0.0006
O	3.4337	4.75	14.7352	-0.008	-0.002	0.0046
O	1.2005	-10.7745	16.183	0.0092	0.0095	-0.0107
O	-3.8033	3.2437	15.1482	0.0029	-0.001	-0.0027
O	7.8322	-9.9737	17.0288	-0.0134	0.0125	-0.0041
O	-4.6697	-6.4978	10.3115	0.0119	-0.0451	0.0032
O	7.3478	-3.7655	22.2702	0.0051	-0.012	0.014
O	4.4576	2.2664	14.6241	0.001	-0.0081	0.0079
O	10.3118	-6.7953	16.5073	-0.0069	0.0132	-0.0051
O	-2.1129	2.1472	16.7938	0.0056	0.0018	0.0022
O	-1.6194	-8.2447	19.4998	0.0017	0.0008	0.0116
O	5.0348	-6.3177	17.2376	0.0003	-0.003	-0.0123
O	5.808	3.1554	19.3007	-0.0132	0.0242	0.0056
O	8.2932	-1.2847	22.3697	-0.0359	-0.0144	0.0025
O	5.4841	-3.9193	18.2952	0.0039	0.0144	-0.0079
O	6.4556	-1.5413	17.8242	-0.0011	-0.0113	0.0005
O	-2.9074	-7.9019	17.2634	0.0003	0.0048	-0.0054
O	-4.5707	-1.38	11.309	0.0007	0.0088	-0.0187
O	6.634	-6.0377	15.1014	0.0046	-0.0006	-0.0167
O	4.0984	-6.744	14.8889	0.0084	-0.0012	-0.0041
O	7.7739	-4.0586	13.6805	-0.0028	-0.0051	0.0138
O	5.5446	5.7567	7.8966	-0.0106	-0.0077	0.0165
O	-0.3366	-7.158	17.4004	-0.0002	0.0026	-0.0124
O	-4.012	-3.9567	10.3616	0.0324	0.0494	-0.011
O	1.2152	-9.9656	18.7695	-0.0041	-0.0072	0.0001
O	10.4025	-9.4385	16.7519	0.0032	0.0173	-0.0018
O	11.2918	-8.3753	20.3339	-0.0032	-0.0021	0.0079
O	5.887	-8.4835	15.9632	0.0087	0.0056	-0.014
O	-0.3845	-3.0152	15.3925	-0.0164	-0.0011	0.0071
O	6.4096	-3.4335	15.8572	-0.0003	-0.0006	-0.0142
O	4.5965	2.3427	8.5789	0.0372	-0.0101	-0.0443

Results
free energy: -289380.695 eV
free energy less fixed offsets of O -568.88, Si -635.61 eV per atom: -14.535 eV

The program warned: the cutoff lies below the one the program advises for these potential files; the exchange-correlation potential is rough where the density is thin.
